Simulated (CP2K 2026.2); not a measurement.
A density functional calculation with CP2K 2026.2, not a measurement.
Periodic cell of 1152 atoms, Si864O288, from a study of silicon, its oxide and their interface. The atomic structure is a simulated model.
Doubt: the forces sum to 2.68 eV/angstrom along one axis rather than to zero, so they err by at least 0.0023 eV/angstrom per atom on average; the grid cutoff is modest.

Settings: functional PBE; method Gaussian and plane waves; basis set DZVP-MOLOPT-SR-GTH; pseudopotentials GTH-PBE; grid cutoff 350 Ry, relative cutoff 50 Ry; k points Gamma only; occupations fixed; spin none; net charge 0.

Cell vectors (angstrom)
a	32.64	0	0
b	0	16.32	0
c	-0.3996	-3.0278	39.2728

Atoms and the computed forces on them: element, x, y, z (angstrom), force x, y, z (eV/angstrom)
Si	1.3405	11.6348	39.2278	-0.2242	0.2919	0.6868
Si	3.929	1.6729	0.05	0.1245	-0.276	0.6894
Si	1.6162	3.8391	0.0728	-0.1662	0.1694	0.7207
Si	4.2602	6.6456	0.1687	-0.1872	0.1767	0.7664
Si	1.1391	9.7743	0.1373	0.1547	-0.1206	0.7997
Si	3.9435	12.4496	0.2415	0.0606	-0.2218	0.7203
Si	7.0176	14.6272	0.2348	-0.1436	0.1719	0.7341
Si	9.5349	1.0534	0.3127	-0.032	0.2409	0.6499
Si	6.333	4.3601	0.2961	0.2855	-0.0198	0.7643
Si	8.8787	3.9621	39.2375	0.2304	-0.1985	0.65
Si	7.0864	9.232	0.1294	-0.1858	0.1218	0.8103
Si	9.2151	12.3794	0.167	0.1755	-0.0896	0.7006
Si	11.7974	15.2822	0.2116	0.1023	-0.0753	0.7891
Si	14.6018	1.5723	0.0475	0.1638	-0.0789	0.7234
Si	12.4303	3.8262	0.0704	-0.1513	0.133	0.7063
Si	14.7225	7.0094	0.0442	0.1743	-0.1116	0.7513
Si	12.5485	9.2692	0.049	-0.1602	0.0712	0.7517
Si	14.8264	9.0236	39.1449	-0.192	0.1244	0.759
Si	17.5363	11.8502	39.1056	-0.3762	0.2975	0.6405
Si	19.8217	-1.3277	39.2	0.0933	-0.1893	0.7045
Si	17.487	0.7689	39.2571	-0.0902	0.1654	0.704
Si	20.255	3.5658	39.187	-0.2281	0.0678	0.7247
Si	17.4449	9.8144	0.0166	0.1091	-0.1216	0.7692
Si	19.8919	9.6829	39.1471	0.3227	-0.495	0.5903
Si	23.3963	14.5772	0.2405	-0.0051	0.1992	0.7673
Si	26.1537	0.953	0.0292	-0.1128	0.2063	0.7661
Si	22.4727	1.337	39.2594	0.1508	-0.0478	0.6787
Si	25.6424	7.1655	0.0075	0.2042	-0.3433	0.6998
Si	23.2484	9.2719	0.0626	-0.2088	0.3088	0.6735
Si	25.634	12.4054	0.0904	0.1629	-0.1683	0.6899
Si	28.4336	15.1247	0.1136	0.103	-0.1704	0.7343
Si	30.6629	-1.3652	39.1692	0.2288	-0.2211	0.679
Si	28.8321	3.8859	0.1464	-0.1405	0.0379	0.6929
Si	31.0749	6.988	0.3109	0.132	-0.0995	0.7113
Si	28.849	9.2113	0.1006	-0.138	0.3173	0.7203
Si	31.6687	12.0672	0.0701	-0.2785	0.0579	0.7479
Si	2.7936	-0.0055	1.278	0	0.0058	-0.0423
Si	5.3258	2.7435	1.5907	-0.0193	-0.0064	-0.0543
Si	2.6759	5.4571	1.4133	0.0311	-0.0219	-0.0512
Si	5.4709	8.1624	1.4576	0.0158	-0.0117	-0.0551
Si	2.7236	10.8818	1.464	-0.0174	0.0127	-0.0585
Si	5.4482	13.5776	1.5811	0.0022	-0.011	-0.0435
Si	8.0797	16.1921	1.6228	-0.0177	-0.0263	-0.0337
Si	10.8218	2.7021	1.3953	-0.0346	0.0391	-0.0498
Si	8.1126	5.469	1.3617	0.0267	-0.0337	-0.052
Si	10.8865	8.131	1.2892	-0.0119	0.0284	-0.0631
Si	8.1507	10.8073	1.5011	-0.0068	-0.0264	-0.0606
Si	10.7989	13.5698	1.4363	-0.0136	0.0028	-0.0537
Si	13.4716	0.0576	1.4309	-0.0052	0.0063	-0.0967
Si	16.2922	2.6689	1.2953	-0.0044	0.0001	-0.0542
Si	13.5901	5.4182	1.3579	0.0018	0.0047	-0.0425
Si	16.3056	8.2067	1.321	-0.003	0.0197	-0.0385
Si	13.6687	10.9102	1.2902	0.0151	0.009	-0.066
Si	16.3062	13.7147	1.1502	0.0324	-0.0065	-0.0541
Si	19.0794	0.0754	1.2222	0.022	0.0347	-0.0532
Si	21.7505	2.7989	1.3199	-0.0039	-0.0081	-0.0604
Si	19.0477	5.4344	1.2303	0.0272	-0.0139	-0.0351
Si	21.7113	8.1222	1.3567	0.0078	-0.0238	-0.0528
Si	19.1317	10.9805	1.1489	-0.015	0.0255	-0.0409
Si	21.7702	13.554	1.5119	-0.0267	-0.02	-0.0378
Si	24.5226	-0.0451	1.3725	0.0068	0.0117	-0.0705
Si	27.2081	2.6613	1.2972	-0.005	-0.019	-0.067
Si	24.5217	5.4755	1.2421	-0.0158	0.0113	-0.0736
Si	27.2139	8.1803	1.4098	-0.0026	-0.0077	-0.0503
Si	24.4262	10.8616	1.3654	-0.0048	-0.0261	-0.0393
Si	27.2317	13.554	1.374	-0.0091	0.0204	-0.0478
Si	30.0046	0.0457	1.3017	-0.0256	0.0021	-0.0555
Si	0.0018	2.6997	1.33	-0.0059	0.0048	-0.0495
Si	29.9241	5.4013	1.5486	-0.0079	-0.0046	-0.0402
Si	0.0184	8.2096	1.4833	0.011	0.0128	-0.0679
Si	29.9821	10.9077	1.293	0.0128	0.0119	-0.0777
Si	0.1388	13.6322	1.3727	0.0171	-0.0105	-0.0532
Si	1.3582	1.3021	2.6729	0.017	0.0089	0.0155
Si	3.9731	4.1169	2.8828	-0.002	0.027	0.0366
Si	1.3574	6.8101	2.7877	-0.0055	0.0007	0.0116
Si	4.0865	9.5105	2.7844	0.0139	0.0065	0.0173
Si	1.4024	12.2746	2.8219	-0.0068	-0.0119	0.0262
Si	4.0945	15.0321	2.7991	-0.0234	0.0063	0.0156
Si	6.7525	1.3629	2.8425	0.0061	-0.0023	0.011
Si	9.4779	4.0998	2.7139	0.0063	0.0194	0.0184
Si	6.8191	6.8	2.8152	-0.0292	-0.0025	0.0401
Si	9.5957	9.4818	2.7603	0.0044	-0.0226	0.0247
Si	6.7801	12.1513	2.8678	0.0125	-0.0023	0.0131
Si	9.4876	14.8642	2.915	0.0301	0.0057	0.0452
Si	12.172	1.4023	2.8262	-0.0124	-0.0259	0.0304
Si	14.9929	4.0816	2.6874	0.0062	-0.0144	0.0248
Si	12.2065	6.7697	2.7004	-0.0137	0.0046	0.0223
Si	14.9753	9.5576	2.7174	0.0051	0.0053	0.0282
Si	12.2704	12.2266	2.6752	-0.01	-0.0168	0.0132
Si	14.9301	14.9677	2.6213	0.0179	0.005	0.0092
Si	17.663	1.3236	2.6507	0.0022	0.0045	0.0257
Si	20.3801	4.119	2.6947	0.0034	0.0246	0.0266
Si	17.6925	6.8074	2.6091	-0.0095	-0.015	0.0037
Si	20.3581	9.5585	2.6164	-0.0128	0.0112	-0.0041
Si	17.7204	12.3411	2.5486	-0.0242	-0.0026	0.0204
Si	20.4006	15.0486	2.6811	-0.0205	0.0093	0.001
Si	23.128	1.3854	2.633	-0.0088	-0.0105	0.0013
Si	25.8346	4.0656	2.6169	0.0137	0.0066	0.0124
Si	23.1516	6.7958	2.683	0.0058	-0.0132	0.0345
Si	25.8462	9.5558	2.7324	-0.0089	0.0006	0.0221
Si	23.0868	12.1475	2.8039	0.0313	-0.0253	0.0276
Si	25.8577	14.9088	2.7551	-0.0001	-0.0168	0.0323
Si	28.6001	1.3521	2.7045	-0.0144	-0.022	0.039
Si	31.349	4.0486	2.7929	0.01	-0.0143	0.0218
Si	28.5071	6.7777	2.7975	0.0019	0.0297	0.028
Si	31.2672	9.5746	2.7803	-0.0031	0.0224	0.0504
Si	28.6086	12.2139	2.6936	0.0074	-0.0129	0.0202
Si	31.3394	14.979	2.6662	-0.0229	-0.008	0.0012
Si	0.017	-0.0146	4.0869	0.0256	0.013	0.0027
Si	2.6352	2.6858	4.1384	-0.0155	-0.0029	-0.0087
Si	0.0137	5.4433	4.1468	-0.0117	-0.0208	0.0042
Si	2.7308	8.1512	4.1372	0.0073	-0.009	-0.0008
Si	0.0008	10.9126	4.1418	0.0005	-0.0093	-0.0174
Si	2.7506	13.6405	4.1552	0.0159	-0.0072	0.0004
Si	5.4173	0.0231	4.2055	-0.0175	-0.0105	0.0096
Si	8.1578	2.7374	4.1206	0.0103	0.0043	0.0114
Si	5.4297	5.4523	4.1663	0.0055	-0.0211	-0.0252
Si	8.1944	8.1611	4.1383	0.0059	0.012	-0.0138
Si	5.409	10.8366	4.2001	0.0044	0.0094	0.0083
Si	8.1302	13.5162	4.2266	0.0031	0.0104	0.0076
Si	10.8626	-0.013	4.1713	-0.008	-0.0145	-0.0132
Si	13.6124	2.7528	4.09	-0.0059	0.0086	-0.0139
Si	10.8562	5.4363	4.0882	-0.0096	0.0045	-0.0007
Si	13.5919	8.163	4.0394	0.0019	0.0151	-0.0141
Si	10.9363	10.8713	4.0875	-0.0142	0.0077	0.0109
Si	13.6159	13.6033	4.0311	-0.0001	-0.0017	0.0064
Si	16.3019	-0.0204	4.0198	0.0136	-0.007	-0.0057
Si	19.0138	2.7212	4.0157	0.0114	0.0026	-0.0067
Si	16.3484	5.4574	4.021	-0.0007	-0.0041	0.0072
Si	19.024	8.182	3.9907	0.0017	-0.006	0.0116
Si	16.3811	10.9485	3.9893	0.0239	-0.0118	-0.027
Si	19.0308	13.6529	4.0061	0.0027	-0.0251	-0.0054
Si	21.7761	0.0503	4.0351	-0.0011	0.0037	0.0256
Si	24.4808	2.7304	4.0112	0.0038	0.0092	0.0156
Si	21.7705	5.4547	4.049	-0.004	-0.0032	-0.0116
Si	24.4844	8.1614	4.0641	-0.0105	-0.0047	-0.001
Si	21.7082	10.8111	4.0969	0.0188	-0.0057	0.0191
Si	24.4683	13.5667	4.094	-0.0009	0.0197	-0.0051
Si	27.2301	-0.0161	4.0696	-0.0022	0.0222	-0.0167
Si	29.936	2.7008	4.1018	-0.0176	-0.0003	-0.0021
Si	27.1498	5.3932	4.0826	-0.0135	-0.0024	0.0195
Si	29.8982	8.1737	4.1046	0.0057	0.0064	-0.0168
Si	27.2235	10.8969	4.0807	-0.0208	0.0012	0.0039
Si	29.9556	13.6114	4.0322	0.0052	0.0023	0.0014
Si	1.3543	-1.3709	21.7593	0.0122	0.0067	-0.0028
Si	4.03	1.3266	21.7084	-0.0076	-0.0055	-0.0111
Si	1.3183	4.0766	21.7179	-0.0068	-0.0076	-0.0015
Si	4.0768	6.7927	21.7338	0.0097	0.0045	-0.0039
Si	1.3434	9.4915	21.7174	-0.0012	-0.0024	-0.0024
Si	4.0891	12.2725	21.7128	-0.003	0.0014	-0.005
Si	6.8062	-1.3865	21.7496	0.0054	0.0089	-0.0056
Si	9.4983	1.3451	21.7761	-0.0013	-0.0137	-0.0108
Si	6.7889	4.0695	21.781	-0.0083	0.0097	0.0025
Si	9.5147	6.823	21.7443	-0.0011	0.0083	-0.0112
Si	6.849	9.5606	21.7567	-0.0019	0.0108	0.0006
Si	9.5214	12.2171	21.812	-0.0077	-0.0041	-0.0085
Si	12.2325	-1.3824	21.7804	0.0006	-0.0106	0.0154
Si	14.9715	1.3412	21.7553	0.0019	-0.0039	-0.004
Si	12.2363	4.0589	21.7634	-0.0046	0.0008	0.0044
Si	14.9537	6.8015	21.7518	-0.0057	-0.0055	0.0067
Si	12.2091	9.5208	21.7951	0.0034	-0.0166	-0.0042
Si	14.9168	12.2392	21.7165	-0.0058	-0.0148	-0.0067
Si	17.6884	-1.352	21.7286	0.0021	0.0078	-0.0028
Si	20.4648	1.3847	21.7387	0.0163	-0.0001	-0.0117
Si	17.7116	4.1031	21.7326	0.0054	0.0007	-0.0087
Si	20.4008	6.782	21.7667	-0.0086	0.0043	-0.0081
Si	17.7225	9.505	21.7098	0.0004	-0.0061	-0.0124
Si	20.4117	12.2296	21.7377	-0.0064	-0.0077	-0.0093
Si	23.1456	-1.3426	21.7598	0.0058	0.0125	-0.0132
Si	25.8542	1.4033	21.7974	0.0051	-0.0036	0.0054
Si	23.152	4.0855	21.8291	0.001	0.0143	0.0037
Si	25.8387	6.7776	21.8396	-0.0119	-0.003	0
Si	23.1317	9.5136	21.7616	-0.0155	0.0099	-0.0066
Si	25.8335	12.248	21.7553	0.0025	0.0021	-0.0055
Si	28.5764	-1.3246	21.7454	0.0072	-0.0052	-0.0039
Si	31.2312	1.366	21.7697	0.003	-0.0071	-0.0111
Si	28.5583	4.0889	21.8254	0.0055	0.0022	-0.0074
Si	31.2403	6.7894	21.7569	-0.009	-0.0239	-0.0043
Si	28.5546	9.4999	21.7755	0.0037	0.0072	-0.0081
Si	31.2622	12.2352	21.7275	-0.0092	-0.0025	-0.0034
Si	2.7256	-0.0283	23.1266	0.0033	0.0123	0.028
Si	5.3709	2.6686	23.0613	0.0137	-0.0059	-0.0137
Si	2.6793	5.4319	23.0612	0.0002	0.0003	-0.004
Si	5.4638	8.1879	23.0323	-0.0047	0.0012	0.0036
Si	2.6756	10.9293	22.9988	-0.0025	-0.0172	-0.0005
Si	5.4825	13.5595	23.1209	0.0025	-0.0133	-0.0018
Si	8.1335	-0.0266	23.1294	0.0047	-0.0207	0.0002
Si	10.856	2.7083	23.1282	-0.0242	0.0086	-0.0049
Si	8.1841	5.4565	23.1014	0.003	-0.002	0.0113
Si	10.8035	8.1912	23.1657	-0.015	0.0044	-0.0214
Si	8.1833	10.8747	23.2336	-0.0012	-0.0155	-0.0139
Si	10.8876	13.5678	23.1681	0.0067	0.0051	0.0189
Si	13.5999	-0.0161	23.1241	0.0095	-0.0031	-0.0128
Si	16.3669	2.7238	23.0508	0.0027	0.0023	0.0071
Si	13.5786	5.4439	23.1083	0.0078	0.0105	0.0288
Si	16.4058	8.1179	23.0591	0.0219	-0.0055	-0.0151
Si	13.5814	10.8946	23.1227	-0.0213	0.0295	0.0299
Si	16.2555	13.6271	23.036	0.002	0.0144	-0.016
Si	19.1375	-0.0259	23.0363	-0.0085	-0.0052	0.0018
Si	21.7774	2.7322	23.1816	-0.0069	-0.0286	0.0026
Si	19.0578	5.4223	23.1572	0.004	-0.0084	0.0004
Si	21.7508	8.1594	23.0989	0.0006	0.0004	0.0076
Si	19.0287	10.8885	23.0901	0.0085	-0.0169	0.0084
Si	21.8019	13.5695	23.0794	-0.0138	-0.0031	-0.0153
Si	24.4788	0.0482	23.1281	-0.0165	-0.0203	0.0125
Si	27.2075	2.7424	23.2135	-0.0132	0.0094	-0.0019
Si	24.4973	5.4199	23.2509	0.0049	-0.0019	0.0172
Si	27.2118	8.1523	23.1749	0.0205	0.0052	-0.0015
Si	24.4915	10.8724	23.1239	0.0054	0.0024	-0.0113
Si	27.228	13.6192	23.0611	-0.0049	-0.0001	0.0128
Si	29.8742	0.0396	23.1771	-0.0142	0.0139	-0.0015
Si	-0.0411	2.7316	23.0903	-0.0038	0.0099	0.0143
Si	29.9127	5.4609	23.1895	0.006	-0.0056	0.015
Si	-0.0106	8.1215	23.0871	0.0087	0.0047	-0.0105
Si	29.9549	10.845	23.0998	0.0006	0.0135	0.0045
Si	-0.0568	13.6137	23.0901	0.0057	-0.0068	0.0015
Si	1.2711	1.3207	24.4181	-0.0035	-0.014	-0.035
Si	3.9774	4.0103	24.384	-0.0187	-0.0198	-0.0155
Si	1.3557	6.7851	24.4535	-0.0283	-0.0037	-0.0103
Si	4.1073	9.6303	24.284	0.0402	-0.0013	-0.0419
Si	1.2743	12.2034	24.3945	-0.0218	-0.02	-0.0241
Si	4.1365	-1.4104	24.4604	-0.008	0.0276	-0.0425
Si	6.6802	1.2939	24.436	-0.0273	-0.0105	-0.0142
Si	9.4883	4.0656	24.4947	-0.0138	0.0153	-0.0293
Si	6.8174	6.8489	24.4092	0.0118	0.042	-0.04
Si	9.5019	9.5158	24.6765	0.0218	-0.0119	0.0177
Si	6.8274	12.2554	24.589	-0.0107	0.0306	-0.0086
Si	9.5182	-1.367	24.5015	-0.0054	-0.0196	-0.0307
Si	12.2463	1.3595	24.4636	-0.0064	0.006	-0.0061
Si	15.0322	4.1088	24.401	0.03	0.0088	-0.0467
Si	12.1303	6.7722	24.4506	0.0119	-0.0516	-0.0128
Si	15.0643	9.5234	24.3219	0.0145	0.0103	-0.0197
Si	12.2088	12.1903	24.5827	-0.0121	-0.012	-0.021
Si	14.9276	-1.403	24.4884	-0.0052	-0.0237	-0.0042
Si	17.7958	1.3567	24.3309	-0.0012	0.0347	-0.0329
Si	20.3918	4.065	24.5621	0.0059	-0.011	-0.0059
Si	17.7134	6.7859	24.5235	-0.0298	0.0262	-0.0178
Si	20.4037	9.5344	24.4452	-0.0096	0.0088	-0.0274
Si	17.6079	12.2897	24.3575	0.0049	-0.0087	-0.0471
Si	20.4559	-1.4073	24.4269	-0.0048	0.0078	-0.0281
Si	23.1209	1.366	24.5578	0.0102	0.0022	-0.0051
Si	25.8928	4.0659	24.6602	-0.0088	0.008	0.0049
Si	23.0502	6.8087	24.5167	-0.0063	-0.0008	-0.0232
Si	25.8321	9.5181	24.5035	0.0043	-0.0051	-0.0138
Si	23.1526	12.2447	24.4753	-0.0175	0.0049	-0.0091
Si	25.9241	-1.2815	24.4028	0.0295	0.0162	-0.046
Si	28.5656	1.4186	24.6199	0.0078	-0.0038	0.003
Si	31.3234	4.1112	24.5222	0	-0.0056	-0.0281
Si	28.5679	6.8287	24.5878	-0.0016	-0.0039	-0.0062
Si	31.3278	9.4829	24.4738	0.0048	0.0085	-0.028
Si	28.5597	12.2105	24.3891	0.0013	0.011	-0.0467
Si	31.2332	-1.3537	24.4833	0.0152	-0.0112	-0.0106
Si	-0.0889	0.0117	25.859	0.0039	0.0384	0.0504
Si	2.6254	2.6567	25.7724	-0.0019	0.0132	0.062
Si	0.1089	5.4077	25.9201	0.005	-0.0101	0.0429
Si	2.7284	8.3089	25.5713	-0.0363	0.0373	0.0262
Si	0.0192	10.8342	25.8637	0.0177	-0.0019	0.0434
Si	2.6592	13.5566	25.6604	-0.0067	0.0031	0.0299
Si	5.4651	-0.1007	25.927	0.0356	-0.0016	0.0406
Si	7.96	2.7342	25.7286	-0.0004	0.036	0.0305
Si	5.3587	5.4428	25.5654	0.0007	-0.0042	0.0315
Si	8.0512	8.1588	25.9974	-0.0368	0.01	0.0687
Si	5.3744	10.8815	25.8283	-0.0003	-0.0241	0.0754
Si	8.2129	13.6124	25.9729	0.0389	0.0062	0.0656
Si	10.8756	0.0331	25.8379	-0.016	-0.0078	0.0261
Si	13.6436	2.7671	25.7111	0.0142	0.0089	0.0306
Si	10.8076	5.4193	25.9358	0.0131	0.0386	0.0537
Si	13.6864	8.1277	25.5387	0.0107	-0.0072	0.0346
Si	10.9007	10.8334	26.1046	0.0189	0.0308	0.0331
Si	13.5617	13.5903	25.9339	-0.0112	0.0107	0.0328
Si	16.4285	-0.0019	25.6094	0.0124	-0.0144	0.0351
Si	19.0767	2.6106	25.8733	-0.0043	-0.0165	0.0738
Si	16.3952	5.3822	25.8823	0.005	-0.0148	0.0505
Si	19.0394	8.2051	25.853	-0.0021	0.0143	0.0569
Si	16.292	10.9477	25.7444	-0.0222	0.0007	0.0312
Si	18.9681	13.6177	25.7011	-0.0096	0.0132	0.043
Si	21.8057	-0.1136	25.8601	0.0342	-0.0118	0.0301
Si	24.4761	2.6828	26.0023	-0.0089	-0.0007	0.0291
Si	21.6693	5.478	25.9446	0.0009	0.027	0.0575
Si	24.4174	8.2046	25.8423	-0.0222	0.0056	0.0615
Si	21.7467	10.9147	25.8179	-0.023	0.0024	0.0494
Si	24.613	13.6292	25.692	-0.0084	-0.0034	0.0489
Si	27.1746	0.0371	25.9407	-0.022	-0.0147	0.062
Si	29.9612	2.813	25.9555	0.0155	0.0141	0.0637
Si	27.2392	5.5046	26.0437	-0.003	-0.0141	0.0328
Si	30.0253	8.1587	25.907	0.0117	-0.0177	0.038
Si	27.2474	10.8611	25.7987	0.0287	0.0067	0.0677
Si	29.8815	13.5596	25.7724	-0.0092	-0.0117	0.0505
Si	1.4993	-1.2681	26.9959	-0.2441	-0.0893	-0.6851
Si	3.6832	0.977	26.9809	0.2048	0.0497	-0.7421
Si	1.1672	3.7454	27.2762	0.1402	0.2056	-0.7758
Si	4.1884	7.0198	26.7586	0.01	-0.0192	-0.6937
Si	1.7209	9.7469	27.114	-0.2475	-0.0165	-0.7037
Si	3.7838	12.0917	27.0569	0.1031	0.0482	-0.6612
Si	7.2004	-1.0443	27.316	-0.3628	-0.2293	-0.7435
Si	9.265	1.3045	26.978	0.1464	0.0359	-0.7111
Si	6.6867	4.2595	27.027	-0.0789	-0.2445	-0.6224
Si	9.0296	6.4018	27.2263	0.3119	0.2588	-0.7177
Si	6.2978	9.2252	27.2324	0.2955	0.1709	-0.7206
Si	9.7569	12.519	27.4103	-0.1325	-0.2534	-0.7171
Si	11.9622	-1.5416	27.2243	0.1719	0.0792	-0.7793
Si	15.2636	1.5467	26.8426	-0.1057	0.0809	-0.7184
Si	12.5719	4.3201	27.0934	-0.2262	-0.0551	-0.719
Si	14.7338	6.6074	26.9797	0.2458	-0.0163	-0.7282
Si	12.7137	9.5853	27.0428	-0.2662	0.11	-0.6291
Si	14.7394	11.9719	27.1991	0.0909	0.2254	-0.7379
Si	17.8582	-1.149	27.066	-0.1307	-0.1321	-0.7275
Si	20.1861	0.947	27.1632	0.0703	0.168	-0.6782
Si	17.4602	3.6964	27.1898	0.1578	0.1869	-0.7257
Si	20.5632	7.1204	27.2839	-0.2941	-0.2895	-0.7148
Si	17.8889	9.8699	27.0383	-0.0701	-0.1938	-0.7472
Si	20.0849	12.0672	27.0018	0.1734	0.0454	-0.7241
Si	23.4825	-1.2451	27.0967	-0.1874	0.0334	-0.7084
Si	25.5812	1.0809	27.3868	0.1462	0.1939	-0.6631
Si	23.2839	4.3334	27.1913	-0.1593	-0.2121	-0.7134
Si	25.4805	6.6274	27.1887	0.2937	0.119	-0.7116
Si	22.8365	9.339	27.1694	0.1938	0.2314	-0.7328
Si	26.1437	12.4992	27.0396	-0.042	-0.0913	-0.7102
Si	28.3426	-1.6164	27.1174	0.1487	0.1256	-0.7408
Si	31.4885	1.6073	27.2754	-0.117	-0.1895	-0.751
Si	28.9852	4.4922	27.3159	-0.2722	-0.1603	-0.7485
Si	31.2924	6.6639	27.253	0.2116	0.2164	-0.6774
Si	28.8209	9.7372	27.1377	-0.1265	-0.1485	-0.7017
Si	31.0038	11.9696	27.0751	0.1799	0.156	-0.8029
Si	4.9368	7.7048	37.2989	-0.0293	-0.0195	0.1643
Si	7.1056	3.4619	32.1222	-0.0171	-0.0859	-0.0089
Si	4.4835	-0.2089	34.0189	-0.0486	-0.1102	0.0018
Si	2.519	4.876	34.2937	0.1047	0.1344	0.0804
Si	25.7697	11.7157	29.9146	-0.0025	-0.0636	-0.0736
Si	30.198	-0.3354	29.3557	0.0334	-0.0027	-0.1804
Si	10.7951	2.9991	29.1943	0.082	0.0643	-0.1048
Si	2.7376	5.5554	29.1662	-0.0003	-0.0221	0.1255
Si	13.9518	-0.202	29.15	-0.0281	-0.072	-0.1219
Si	12.0005	-1.6778	32.2963	0.0598	-0.0352	-0.1115
Si	17.6083	11.0789	33.4482	0.1453	-0.0229	0.0361
Si	18.9464	6.7789	29.9984	0.0776	0.1075	-0.0427
Si	5.2945	3.9717	29.8745	-0.0644	0.1097	-0.1737
Si	17.176	12.7104	35.995	-0.0201	-0.0343	0.1272
Si	12.3129	1.1185	31.1232	-0.0029	0.0302	-0.0635
Si	25.4605	8.1469	36.4887	-0.1071	0.054	0.073
Si	5.9951	10.3543	30.1757	0.0757	-0.0843	-0.1438
Si	11.9674	11.9005	36.5275	0.0053	0.0459	0.144
Si	21.8848	13.3424	29.1796	-0.0121	-0.1268	-0.159
Si	20.7867	1.7166	30.1217	0.0271	-0.1012	-0.131
Si	21.2969	-2.4281	36.5402	-0.0423	-0.0289	-0.0498
Si	23.6436	6.0616	31.8616	0.0736	-0.0505	-0.0343
Si	14.6767	10.3781	33.5841	-0.0123	-0.057	0.0184
Si	18.3704	4.9225	37.1149	0.0687	-0.067	0.1491
Si	21.3875	11.109	36.9661	-0.1524	-0.1511	0.1215
Si	16.0279	13.8503	29.3424	0.0602	0.0414	-0.2272
Si	27.8349	9.5082	30.039	-0.065	-0.0788	-0.1561
Si	22.1624	8.7841	32.3923	0.0599	0.0327	-0.0515
Si	26.2141	-2.334	31.8468	0.0843	0.0479	0.0476
Si	25.7698	3.1437	36.4011	-0.1942	0.0711	0.0152
Si	30.6325	13.3905	33.6745	0.0492	0.0783	0.1416
Si	17.7756	13.6303	31.894	0.0389	0.0649	-0.0078
Si	29.0843	-0.9353	32.0563	-0.0678	-0.044	-0.0145
Si	28.1033	4.4857	30.2442	0.056	0.0063	-0.0288
Si	12.2811	11.775	32.3652	0.0107	0.0449	-0.0729
Si	0.6693	7.8135	29.4302	0.0539	-0.0935	-0.0875
Si	2.4818	1.7788	34.2073	-0.0715	-0.0316	0.0462
Si	10.75	9.5841	31.3153	0.1317	0.0615	0.1704
Si	8.6916	11.7442	30.3719	0.0432	0.0704	-0.2931
Si	28.7667	11.0941	34.4799	-0.0137	-0.0335	-0.0279
Si	1.658	13.5331	31.3617	0.042	-0.0627	0.0308
Si	16.15	2.6464	37.1552	0.0282	-0.0409	0.1806
Si	6.3933	8.2954	32.3508	-0.0352	-0.0691	0.1138
Si	16.035	1.2481	34.4678	0.1341	0.0975	0.0235
Si	7.6572	-0.1269	37.7523	-0.0158	-0.0661	0.0424
Si	4.3866	12.8288	29.9194	0.0837	0.0384	-0.1188
Si	9.2383	13.2457	35.5895	-0.0773	0.0345	0.0604
Si	9.8771	1.7611	37.4654	-0.0344	0.0724	-0.0281
Si	16.9237	3.4868	32.6562	0.0396	0.0542	0.0173
Si	9.7267	13.0335	32.8351	-0.0955	-0.102	-0.1026
Si	14.7514	8.0815	31.5007	0.0666	0.0271	-0.0136
Si	9.1292	8.1402	36.5271	-0.1648	0.063	0.1134
Si	5.561	5.5998	33.6772	0.0109	0.0447	-0.029
Si	16.4323	8.12	29.1249	-0.0087	-0.0102	-0.1383
Si	18.4992	3.908	30.1796	-0.0487	0.0315	-0.1644
Si	12.3262	4.9597	34.3756	0.0003	-0.0213	-0.0811
Si	17.7769	-1.1592	34.4673	0.0484	-0.1422	-0.0412
Si	23.0912	3.5769	30.1459	-0.0042	-0.0379	-0.0931
Si	8.9166	-0.0623	35.2775	-0.0208	0.0174	0.0358
Si	15.151	5.676	33.319	0.0116	0.0085	0.0985
Si	-0.004	9.1142	32.2575	-0.0719	-0.0051	-0.1753
Si	26.5481	13.0626	34.6327	0.0168	0.0762	0.0643
Si	28.2117	7.553	36.6737	0.1389	-0.1532	0.0325
Si	2.4076	-0.0238	31.9556	0.151	0.0037	0.0742
Si	24.3866	-2.0282	36.4732	0.0671	-0.0521	0.0113
Si	-0.2534	13.7245	29.2327	0.0096	0.0377	-0.1689
Si	30.9368	3.2284	36.6909	0.0244	0.0834	0.026
Si	25.9852	2.3148	30.2838	-0.0161	-0.1013	-0.1829
Si	17.9117	5.8137	34.2527	-0.1285	0.0182	0.0151
Si	30.3473	5.854	35.1651	-0.002	-0.0503	-0.0748
Si	29.4723	10.2829	37.2745	0.0729	0.0301	0.0595
Si	31.7798	-1.5482	36.1996	-0.0827	-0.0273	0.0973
Si	1.3811	12.6605	36.2899	-0.0497	-0.0243	0.1521
Si	6.274	-1.1655	30.2779	0.0462	0.0362	-0.0902
Si	2.657	5.5302	37.2556	0.0883	0.0349	0.1852
Si	0.0239	6.4336	33.3872	-0.1919	-0.1323	-0.0244
Si	0.3652	1.3053	36.3462	0.0123	-0.1005	0.0528
Si	12.2374	7.7532	29.5946	0.1137	0.012	-0.0698
Si	9.2518	7.4473	32.421	-0.0244	0.0328	0.0978
Si	6.5857	9.3941	35.277	0.0261	-0.0328	0.1355
Si	9.7432	3.9239	33.5964	0.0033	0.0483	0.0192
Si	4.1664	-2.2439	36.3712	-0.1128	0.0517	0.1151
Si	8.2186	5.889	35.0389	-0.0698	-0.0536	-0.0286
Si	7.2529	0.2971	32.7503	-0.0458	0.1132	-0.0954
Si	6.5007	12.2624	36.5648	-0.0174	-0.108	0.1396
Si	11.8367	7.1932	36.3884	0.015	0.0199	0.0816
Si	4.2027	1.2523	29.9292	-0.042	-0.0514	-0.0554
Si	20.7085	-0.5373	34.0358	0.1308	-0.0616	0.1576
Si	20.4539	-1.1831	31.2779	-0.0428	-0.0031	0.0075
Si	22.9353	6.6312	36.3949	-0.01	0.0408	0.0488
Si	13.6853	9.5028	36.2386	0.0106	0.0095	0.1754
Si	23.8912	0.8037	36.5773	-0.0178	-0.0911	0.1244
Si	23.1233	9.2916	35.1307	-0.0424	-0.11	0.1273
Si	10.2021	5.8861	29.8976	-0.0186	0.0005	-0.0968
Si	13.5339	-0.2344	34.4821	-0.005	-0.0171	0.0947
Si	14.3857	-2.4262	36.4131	0.081	-0.062	0.1514
Si	26.1699	7.0269	30.1341	-0.0394	-0.011	-0.0316
Si	29.5383	9.0022	32.3893	-0.008	-0.0683	0.0615
Si	23.6049	4.4676	34.4739	-0.0294	-0.0046	0.0463
Si	22.7052	1.7131	34.0311	0.0924	-0.0503	-0.0087
Si	19.1341	8.3452	32.6861	-0.031	-0.0596	-0.1238
Si	29.9591	5.8913	32.3459	0.0355	0.0522	-0.0745
Si	25.2422	0.3565	32.6572	0.0292	0.0311	-0.0012
Si	27.6146	-0.3127	34.4772	-0.0374	-0.0362	-0.0996
Si	12.0006	2.1272	33.96	-0.0464	0.0503	0.0446
Si	28.2242	1.7841	36.5624	-0.0202	0.0734	0.0698
Si	23.1361	10.5969	30.0614	-0.0567	-0.05	-0.0813
Si	0.756	11.829	33.5102	-0.0106	-0.0051	0.1206
Si	1.3549	14.9686	5.4897	-0.0005	0.0062	0.0075
Si	4.0357	1.3771	5.5164	-0.0009	0.0178	0.0106
Si	1.3329	4.0676	5.5124	0.004	-0.0072	0.0153
Si	4.0821	6.8099	5.5161	-0.0017	0.0004	0.01
Si	1.3576	9.5239	5.4751	0.006	0.0097	0.0006
Si	4.0771	12.2505	5.5156	-0.0111	0.0088	0.0094
Si	6.7822	14.9445	5.5229	0.0015	-0.0041	0.0077
Si	9.5055	1.369	5.4913	-0.013	-0.0016	0.0083
Si	6.7941	4.0786	5.4948	0.0071	0.0015	0.0045
Si	9.5311	6.7901	5.4839	0.0101	-0.0127	0.0173
Si	6.8195	9.4974	5.5103	0.0018	-0.0137	-0.002
Si	9.5591	12.186	5.4999	0.0041	-0.0146	0.0187
Si	12.2734	14.9452	5.4508	-0.0005	-0.0135	0.0096
Si	14.9708	1.3577	5.4087	-0.0003	-0.0118	0.0013
Si	12.2436	4.0981	5.4452	-0.0034	0.0029	0.0078
Si	14.9709	6.8069	5.3885	-0.0024	0.0043	-0.0049
Si	12.2697	9.5073	5.4487	0.0052	-0.006	0.0091
Si	14.9913	12.2529	5.3885	0.004	0.0093	-0.0026
Si	17.6658	14.9642	5.4003	0.0019	0.0116	0.0143
Si	20.393	1.3859	5.393	-0.0028	-0.0002	0.0029
Si	17.6819	4.0864	5.3955	0.0014	0.0021	0.0064
Si	20.398	6.8303	5.3793	0.0042	0.009	-0.0024
Si	17.6859	9.5474	5.3723	-0.0023	0.0081	0.0049
Si	20.3716	12.2587	5.385	-0.008	0.0083	0.0028
Si	23.11	14.9741	5.4031	0.0042	0.0021	0.0026
Si	25.8438	1.3663	5.3892	-0.0069	-0.0031	0.0037
Si	23.1174	4.0753	5.4001	0.0097	0.0019	0.0023
Si	25.8155	6.7835	5.4334	0.0003	0.0012	0.0119
Si	23.1073	9.4893	5.4398	0.0044	-0.0077	0.02
Si	25.8521	12.24	5.4462	-0.0044	-0.0235	0.0135
Si	28.5869	14.949	5.4247	0.0005	-0.0181	-0.0018
Si	31.288	1.3402	5.4555	-0.0017	-0.0056	0.0017
Si	28.5518	4.0657	5.4356	0.0088	0.0021	0.0068
Si	31.263	6.8096	5.4603	-0.0054	0.0041	0.0089
Si	28.5462	9.5256	5.4605	-0.0045	-0.0007	0.0117
Si	31.2722	12.27	5.466	-0.005	0.0135	-0.0017
Si	2.698	0.0029	6.8656	-0.0053	0.0007	0.0005
Si	5.4273	2.7256	6.8518	-0.0045	0.0026	0.0022
Si	2.7167	5.4312	6.848	0.0041	-0.0188	-0.0006
Si	5.4496	8.1549	6.8695	0.0085	-0.001	-0.0043
Si	2.7063	10.8818	6.8483	0.0083	0.0046	-0.0042
Si	5.4339	13.5936	6.8821	-0.0011	-0.0014	0.0007
Si	8.1534	0.0019	6.8489	0.0054	-0.0005	-0.0003
Si	10.8933	2.7301	6.8177	0.0001	-0.0053	-0.0067
Si	8.1649	5.437	6.8432	0.0006	-0.0003	-0.0073
Si	10.9026	8.1573	6.8201	-0.0111	0.0159	0.0001
Si	8.1826	10.8544	6.8611	0.0028	0.0058	0.0011
Si	10.9109	13.5883	6.8194	0.0025	0.0041	-0.002
Si	13.6247	0.0022	6.7963	0.0023	-0.0034	-0.0099
Si	16.3293	2.724	6.7671	-0.0037	0.0045	0.0002
Si	13.6172	5.4588	6.7841	0.0004	-0.0006	-0.0049
Si	16.3276	8.1804	6.7454	-0.0046	0.002	-0.0039
Si	13.639	10.8872	6.775	0.0001	-0.0119	-0.0086
Si	16.323	13.6084	6.7787	0.008	-0.006	-0.0001
Si	19.038	0.0094	6.7522	-0.0044	0.001	-0.0004
Si	21.7545	2.7277	6.7683	-0.0049	0.0018	0.0018
Si	19.0462	5.454	6.7471	0.0022	0.0014	-0.0018
Si	21.7458	8.1466	6.7946	0.0143	-0.0016	0.0024
Si	19.0339	10.8925	6.7626	0.0092	-0.0023	-0.0011
Si	21.745	13.6073	6.7554	0.0005	-0.0005	0.0022
Si	24.4793	0.01	6.7609	0.0009	-0.0008	-0.0034
Si	27.1895	2.7082	6.788	0.0043	0.0009	-0.0051
Si	24.4589	5.4291	6.7893	-0.0004	0.0055	0.0023
Si	27.1809	8.1494	6.7951	-0.0003	-0.0061	0.0024
Si	24.4734	10.8724	6.7826	-0.0031	-0.0064	-0.0043
Si	27.2119	13.6045	6.7948	-0.0024	0.0029	-0.0064
Si	29.9256	-0.0161	6.8096	0.0066	0.0004	-0.0023
Si	-0.0316	2.7104	6.8475	-0.0003	0.0096	0.0014
Si	29.898	5.4399	6.804	-0.0067	0.0036	-0.0011
Si	-0.0086	8.1604	6.8243	-0.002	-0.0053	-0.0101
Si	29.9092	10.8923	6.8119	-0.006	0.0056	-0.0116
Si	-0.0088	13.6086	6.8396	-0.0023	0.0005	0.0004
Si	1.3387	1.3652	8.2108	0.0041	-0.0047	-0.0043
Si	4.0773	4.0844	8.2123	0.0098	0.0086	0.0038
Si	1.3473	6.7983	8.1883	0.0051	0.002	-0.0093
Si	4.0795	9.5266	8.2022	0.0061	0.0032	-0.009
Si	1.3447	12.2412	8.1985	-0.0039	-0.0028	-0.0042
Si	4.0653	14.9608	8.2167	-0.0061	-0.0069	-0.0042
Si	6.7901	1.3586	8.202	-0.0033	-0.0051	-0.0038
Si	9.5337	4.0788	8.1883	-0.0055	-0.0002	-0.0046
Si	6.8092	6.79	8.2116	-0.0027	-0.0031	0.0047
Si	9.5443	9.4986	8.2023	-0.0114	-0.0168	-0.0007
Si	6.8173	12.23	8.2062	0.011	0.0113	-0.0038
Si	9.5397	14.9549	8.1749	0.0022	-0.0009	-0.0035
Si	12.2572	1.3591	8.1592	-0.0001	-0.0007	-0.0025
Si	14.971	4.0824	8.1361	-0.0079	-0.0064	-0.0042
Si	12.2656	6.8014	8.1694	0.0052	0.0077	0.001
Si	14.9827	9.5232	8.1407	-0.0032	0.0006	0.005
Si	12.2755	12.2296	8.1631	-0.0015	0.0078	-0.007
Si	14.9779	14.9639	8.1567	-0.0016	-0.001	-0.0039
Si	17.6887	1.3662	8.131	0.0069	0.0033	-0.0059
Si	20.3983	4.0947	8.1263	0.0092	0.0055	-0.0011
Si	17.6839	6.8122	8.1134	0.0066	0.0018	-0.0091
Si	20.394	9.533	8.1332	0.0061	0.0063	-0.0064
Si	17.6801	12.2434	8.1379	-0.0085	-0.0088	-0.0041
Si	20.3925	14.9669	8.1239	-0.0073	-0.0075	-0.0043
Si	23.1144	1.3623	8.1285	0.0007	0.0029	-0.0062
Si	25.8308	4.0749	8.1461	-0.0051	0.0013	-0.0084
Si	23.1042	6.788	8.1537	-0.0168	-0.0092	0.0028
Si	25.8244	9.5135	8.1534	-0.0154	-0.0033	-0.0065
Si	23.109	12.2479	8.1257	0.0103	0.0041	-0.0077
Si	25.836	14.9706	8.1348	0.0069	0.0031	-0.0034
Si	28.5506	1.3511	8.1528	-0.0007	0.0022	-0.0049
Si	31.2495	4.0838	8.1814	-0.0095	-0.0176	-0.004
Si	28.5425	6.8003	8.163	0.0056	0.0043	-0.0041
Si	31.2693	9.5274	8.172	0.002	0.0041	-0.0003
Si	28.5496	12.2431	8.1726	0.0023	0.0018	-0.0023
Si	31.272	14.962	8.194	-0.0035	-0.0025	-0.0006
Si	-0.0157	-0.0006	9.5589	-0.0007	0.0049	-0.0013
Si	2.7104	2.7219	9.5587	0.0025	-0.001	-0.0028
Si	-0.018	5.4384	9.5387	0.0007	-0.0033	-0.0037
Si	2.7128	8.1583	9.546	0.0043	-0.0044	-0.0036
Si	-0.0157	10.8773	9.546	0.0023	0.003	-0.0029
Si	2.7064	13.5955	9.561	-0.003	0.0031	0.0006
Si	5.4351	0.0001	9.5617	-0.0022	0.0032	0.0022
Si	8.1665	2.7199	9.5436	0.0001	-0.0011	-0.0002
Si	5.4423	5.4381	9.5652	0.0022	-0.0053	0.0006
Si	8.1755	8.1497	9.5592	0.0026	-0.0013	0.0005
Si	5.4458	10.8775	9.559	-0.0008	0.0013	-0.0012
Si	8.1797	13.6014	9.5445	-0.0043	-0.0036	0.0037
Si	10.8974	0.0019	9.5265	0.0014	-0.0027	0.0005
Si	13.6169	2.7253	9.5117	-0.0016	0.0012	-0.0016
Si	10.9004	5.4426	9.5331	0.0009	0.0004	-0.0036
Si	13.6243	8.1681	9.5162	-0.0063	0.0049	-0.0011
Si	10.9086	10.8783	9.5324	-0.0037	-0.0047	-0.002
Si	13.6202	13.6025	9.5207	0.0032	0.0017	0
Si	16.3368	0.0087	9.5076	0.0021	-0.0059	-0.0035
Si	19.0451	2.728	9.4923	-0.0022	-0.001	-0.007
Si	16.3335	5.448	9.4906	-0.0061	0.0002	-0.0054
Si	19.0377	8.1658	9.4919	-0.0008	0.0051	0.0001
Si	16.3319	10.883	9.5087	0.0057	0.002	0.0006
Si	19.0419	13.6059	9.4958	-0.0001	-0.0019	-0.0004
Si	21.7564	0.0009	9.491	0.0022	-0.0049	-0.0009
Si	24.4691	2.7162	9.5029	-0.0015	0	0.0001
Si	21.7487	5.4355	9.5123	0.0065	0.0021	0.0018
Si	24.4644	8.1558	9.5099	-0.0006	-0.0029	-0.0008
Si	21.756	10.8882	9.4965	-0.0024	-0.0046	0.0012
Si	24.4724	13.6048	9.4911	-0.003	-0.0025	-0.0013
Si	27.189	-0.0023	9.5136	0.0001	-0.0027	-0.0017
Si	29.8953	2.7153	9.5288	-0.0028	0.0094	-0.0002
Si	27.1834	5.436	9.5152	0.0026	0.0022	-0.0004
Si	29.9057	8.1615	9.5223	-0.0052	-0.0012	-0.0032
Si	27.1839	10.8766	9.5167	0	-0.0016	-0.0051
Si	29.9074	13.5971	9.5383	0.0025	0.0004	0.0023
Si	1.3475	14.959	10.9128	0.0002	-0.0054	-0.0025
Si	4.0737	1.3612	10.9138	-0.0021	-0.0016	0.0004
Si	1.3445	4.0842	10.904	0.0079	-0.0005	-0.001
Si	4.0747	6.8024	10.908	0.0061	-0.0015	-0.0012
Si	1.3505	9.5181	10.9006	-0.0041	0.0027	-0.0046
Si	4.0789	12.238	10.909	-0.0009	0.0066	-0.005
Si	6.8096	14.9578	10.9016	0.0004	-0.0001	-0.001
Si	9.5328	1.3572	10.8906	-0.0037	-0.0023	-0.0019
Si	6.808	4.075	10.9095	-0.0049	0.0037	0.0008
Si	9.5396	6.7906	10.905	-0.0087	0.0005	0.0012
Si	6.8088	9.5141	10.9078	0.0015	-0.0045	-0.0001
Si	9.5416	12.2364	10.8927	0.0031	0.0078	-0.0014
Si	12.2568	14.96	10.8824	-0.0026	-0.0038	0.0007
Si	14.9745	1.364	10.8722	0.0009	-0.0007	-0.0011
Si	12.2583	4.0773	10.884	-0.0023	-0.0049	-0.0006
Si	14.979	6.7992	10.8699	-0.0037	0.0059	-0.0019
Si	12.2632	9.5173	10.8884	0.0051	-0.0065	0.003
Si	14.9764	12.2406	10.8774	-0.0012	-0.0075	0.0022
Si	17.69	14.9637	10.8676	0.0002	-0.0013	-0.0015
Si	20.4014	1.3635	10.8563	0.0018	0.0067	-0.001
Si	17.6866	4.0856	10.8593	0.0069	0	-0.0026
Si	20.3931	6.8065	10.8629	0.0023	-0.0062	-0.0015
Si	17.6886	9.5209	10.8681	-0.006	-0.0002	-0.0014
Si	20.3994	12.2457	10.8623	0.0009	0.0052	-0.0035
Si	23.1145	14.9616	10.8587	0.0023	0.0022	-0.001
Si	25.8279	1.3593	10.8691	0.0026	0.005	-0.0016
Si	23.1128	4.076	10.867	-0.0074	0.0041	0.0019
Si	25.8264	6.7998	10.8721	-0.007	0.0016	-0.0007
Si	23.1094	9.5251	10.8646	0.0012	0.0016	-0.0021
Si	25.8237	12.244	10.8667	-0.0021	0.0013	-0.0012
Si	28.5426	14.9603	10.8845	0.0034	0.0002	-0.0007
Si	31.2586	1.3647	10.8978	0.0014	-0.0043	-0.0022
Si	28.5398	4.08	10.8826	-0.0024	-0.0101	0.0002
Si	31.2629	6.8032	10.8896	0.0008	0.0072	-0.0021
Si	28.5461	9.5217	10.8805	0.0028	-0.0021	0.0005
Si	31.2656	12.2392	10.8998	-0.0031	-0.0037	0.0018
Si	2.7126	-0.0015	12.2652	-0.0012	-0.0005	0
Si	5.4412	2.7197	12.2645	0.0028	-0.001	0.001
Si	2.7103	5.4419	12.2602	-0.0001	0.0028	-0.0007
Si	5.4427	8.1568	12.2623	-0.0058	0.001	0.002
Si	2.7145	10.8755	12.2587	0.0017	-0.0036	0.0012
Si	5.4443	13.5998	12.2576	-0.0018	-0.0021	0.0007
Si	8.1701	0.0022	12.2532	-0.0008	-0.0006	0.0026
Si	10.894	2.7197	12.2456	-0.0005	0.0041	0.002
Si	8.1722	5.4347	12.2614	0.0025	-0.0068	0.0037
Si	10.8994	8.1591	12.2506	-0.0017	0.0002	0
Si	8.1745	10.8796	12.2525	-0.002	-0.0004	-0.0001
Si	10.8968	13.6027	12.2467	0.0011	0.0019	0.0027
Si	13.6151	0.0043	12.2382	0.0009	-0.0002	0.0008
Si	16.3321	2.7259	12.2309	-0.0053	0.0006	-0.0013
Si	13.6177	5.442	12.2375	0.0018	0.0021	-0.0016
Si	16.333	8.1606	12.2334	0.0059	0.0025	-0.0005
Si	13.6184	10.8821	12.2429	-0.0045	0.0048	0.0001
Si	16.3332	13.6042	12.234	-0.0006	-0.0001	-0.0017
Si	19.0477	0.0047	12.2271	-0.0001	-0.0057	-0.0024
Si	21.7573	2.7169	12.2275	0.0058	-0.0066	0.0021
Si	19.0425	5.4423	12.2276	-0.0014	0.0067	0.0027
Si	21.7534	8.164	12.2268	-0.0042	-0.0001	0.0016
Si	19.0459	10.8831	12.229	0.002	-0.0016	0
Si	21.7593	13.6025	12.2265	-0.0028	-0.0034	-0.0028
Si	24.4724	-0.0031	12.2289	-0.0038	-0.0007	0.003
Si	27.1821	2.7181	12.2363	-0.0035	0.0047	0.0068
Si	24.4684	5.4392	12.2289	0.0015	-0.0058	0.0049
Si	27.1865	8.1592	12.2345	0.0025	0.0014	-0.0023
Si	24.4686	10.8827	12.2296	0.0001	-0.0045	-0.003
Si	27.1832	13.597	12.2378	0.0018	0.0019	0.0012
Si	29.9013	-0.0016	12.2476	-0.0037	0.0051	0.0015
Si	-0.0165	2.7207	12.2558	-0.0009	0.0012	-0.0009
Si	29.9026	5.4392	12.2428	0.0007	0.0003	-0.0002
Si	-0.0143	8.1583	12.2529	0.0035	-0.0039	0.0019
Si	29.9032	10.8774	12.2499	0.0033	0.002	0.0009
Si	-0.014	13.596	12.2609	0.0014	0.0011	-0.0006
Si	1.3466	1.3607	13.6132	0.0018	-0.0025	-0.0017
Si	4.0761	4.0824	13.6148	-0.0048	0.0005	-0.0002
Si	1.3464	6.8005	13.6143	0.0008	0.0021	0.0014
Si	4.0777	9.5163	13.6144	0.0032	0.0002	0.0019
Si	1.3522	12.2362	13.6133	-0.0017	0.0038	0.0007
Si	4.081	14.9583	13.6145	0.0025	0	-0.0022
Si	6.8064	1.3588	13.615	-0.0066	0.0008	0.0027
Si	9.5325	4.0724	13.6137	-0.0013	-0.003	0.0062
Si	6.8058	6.7945	13.6152	0.0009	0.0004	0.0033
Si	9.5331	9.5164	13.6076	0.002	-0.0022	0.0006
Si	6.8075	12.2376	13.6084	-0.0014	0.0024	-0.0015
Si	9.5327	14.9614	13.6054	-0.0064	-0.0035	0.0015
Si	12.2529	1.36	13.6039	-0.0001	-0.0032	0.0006
Si	14.9731	4.0809	13.5992	0.001	-0.0008	0.0009
Si	12.2552	6.7944	13.6054	0.0014	0.0004	0.0011
Si	14.9743	9.5174	13.5989	-0.002	-0.0068	-0.0022
Si	12.2549	12.2399	13.6022	0.0028	-0.0049	0.0019
Si	14.9723	14.9615	13.5973	-0.0013	-0.0038	-0.0008
Si	17.6888	1.3622	13.5924	0.0051	0.0018	-0.0009
Si	20.4027	4.0808	13.5888	0.001	-0.0019	-0.0022
Si	17.6891	6.8003	13.5957	-0.0019	-0.0036	-0.0015
Si	20.4018	9.5232	13.5946	-0.0038	0.0026	-0.0001
Si	17.6883	12.2416	13.5945	-0.0037	0.004	-0.0017
Si	20.4039	14.9631	13.5909	0.0048	0.0058	-0.0003
Si	23.1168	1.3593	13.5902	-0.0033	0.0057	0.0025
Si	25.8269	4.0824	13.5926	-0.0025	-0.0006	0.0011
Si	23.1133	6.803	13.5883	-0.001	0.0033	-0.0016
Si	25.8298	9.5232	13.5915	-0.0005	0.0015	-0.0018
Si	23.1139	12.242	13.5942	-0.0004	0.005	-0.0017
Si	25.829	14.9596	13.5985	0.0003	-0.0006	0.0016
Si	28.5419	1.361	13.5995	0.0029	-0.0035	-0.0029
Si	31.2623	4.0827	13.6075	0.0033	0.0018	-0.0001
Si	28.5441	6.8018	13.599	-0.0031	0.0018	0.0005
Si	31.2665	9.52	13.6093	-0.0028	-0.0017	0.0019
Si	28.543	12.2406	13.604	0.0017	-0.003	0.0021
Si	31.2624	14.9599	13.6084	0.002	-0.0025	-0.0016
Si	-0.0162	-0.0014	14.9655	-0.0023	-0.0008	0.0021
Si	2.7102	2.7219	14.9663	0.0014	-0.0009	-0.0008
Si	-0.0162	5.4387	14.9688	-0.001	0.0002	0.0012
Si	2.7123	8.1581	14.9695	-0.0017	-0.0038	-0.0035
Si	-0.0108	10.8783	14.9695	0.0042	0.0027	0
Si	2.7178	13.5959	14.966	0.0027	0.0027	0.0002
Si	5.4412	0.0002	14.9695	0.0009	-0.0016	0.0048
Si	8.1677	2.7164	14.9747	0.0004	0.0011	0.0007
Si	5.441	5.4374	14.9737	-0.0031	-0.0003	-0.002
Si	8.1703	8.1561	14.9668	-0.0035	0.0022	-0.0008
Si	5.445	10.8758	14.9645	-0.0047	-0.0017	0.001
Si	8.1667	13.6032	14.9598	-0.0002	-0.0023	0.0033
Si	10.8889	0.0029	14.9657	0.0041	-0.0014	0.0025
Si	13.6096	2.724	14.9629	0.0056	-0.0002	-0.002
Si	10.8919	5.4358	14.9686	-0.0002	0.002	0.0007
Si	13.6135	8.1574	14.9601	0.0005	0.0037	-0.0002
Si	10.8924	10.88	14.9607	-0.0015	0.0021	0.0002
Si	13.6113	13.6022	14.9597	-0.0007	0.0027	-0.0024
Si	16.3296	0.0027	14.9574	-0.0035	-0.0006	-0.0032
Si	19.0488	2.7203	14.9547	0.0006	0.0008	-0.0023
Si	16.3324	5.4407	14.9591	0.0039	0.009	-0.0019
Si	19.0469	8.1606	14.9577	-0.002	-0.0031	0.0001
Si	16.329	10.8815	14.9574	-0.0001	-0.0008	0.0001
Si	19.0467	13.6023	14.9546	-0.0026	-0.0035	-0.0033
Si	21.7631	0.0007	14.9547	0.0024	-0.005	-0.0008
Si	24.4739	2.7212	14.9528	0.0025	-0.0016	-0.0032
Si	21.7624	5.4395	14.952	-0.004	-0.0017	0.0003
Si	24.4751	8.1603	14.9506	0.0025	0.0039	-0.0043
Si	21.7613	10.8796	14.9591	-0.0009	-0.0023	0.0009
Si	24.4731	13.5981	14.9602	-0.0043	-0.0043	0.0008
Si	27.1904	-0.0007	14.9605	0.0008	0.0101	-0.0015
Si	29.8995	2.7208	14.9596	-0.0057	-0.005	-0.0027
Si	27.1838	5.442	14.9555	-0.0007	-0.0059	-0.0006
Si	29.9037	8.1585	14.9626	0.0044	0.0003	0.0012
Si	27.1855	10.8783	14.9616	0.0014	-0.0016	-0.0007
Si	29.904	13.5999	14.9657	0.003	0.0061	0.0003
Si	1.351	14.9568	16.3158	0.0075	-0.0023	-0.0014
Si	4.074	1.3629	16.3198	-0.0115	0.0041	-0.0031
Si	1.3449	4.0761	16.3246	0.001	-0.0013	0.0009
Si	4.0731	6.7967	16.3255	-0.0016	0.0051	0.0019
Si	1.3526	9.5191	16.3263	0.0038	-0.0027	0.0043
Si	4.0826	12.2349	16.3196	0.0058	-0.0042	-0.0013
Si	6.8073	14.9614	16.3222	-0.008	0.0005	0.0004
Si	9.5265	1.3553	16.3343	-0.0044	-0.0028	0.0038
Si	6.8041	4.0775	16.3314	-0.0039	-0.0042	0.0038
Si	9.5286	6.7955	16.3272	0.0012	-0.0034	-0.0001
Si	6.8052	9.5142	16.3215	0.0025	-0.0035	-0.0001
Si	9.525	12.2401	16.3125	-0.0026	0.0042	0.0003
Si	12.2471	14.9584	16.3198	0.0049	-0.0071	0.0033
Si	14.9687	1.3618	16.3195	-0.0004	0	0.0012
Si	12.246	4.075	16.3323	0.0084	0.0011	0.0018
Si	14.9677	6.7942	16.3203	0.0036	-0.0048	-0.0018
Si	12.2504	9.5166	16.3175	0.0044	-0.0021	-0.0002
Si	14.9656	12.2384	16.3192	-0.005	-0.0005	0.0008
Si	17.6888	14.9619	16.318	0.0017	0.002	0.0016
Si	20.4112	1.3636	16.3175	-0.0017	-0.0015	-0.0016
Si	17.6938	4.081	16.3176	-0.0046	-0.0035	-0.0002
Si	20.4093	6.7992	16.3164	0.0013	0.0037	-0.0005
Si	17.684	9.5186	16.3173	-0.0017	0.0058	-0.0008
Si	20.4026	12.2413	16.3178	-0.0065	0.0074	0.0038
Si	23.1208	14.9641	16.3202	-0.0023	0.0072	0.0041
Si	25.836	1.3668	16.3147	-0.0004	-0.0051	-0.0038
Si	23.1253	4.0851	16.3169	0.0037	-0.005	-0.0035
Si	25.8291	6.8021	16.3184	-0.0049	0.0057	-0.0026
Si	23.1266	9.5194	16.3175	0.0018	-0.0077	0.0003
Si	25.8311	12.2388	16.3253	0.0008	0.0066	0.0026
Si	28.5497	14.9631	16.3265	0.0012	-0.008	0.0006
Si	31.2575	1.3594	16.317	0.0035	0.0045	-0.0008
Si	28.5402	4.0828	16.3158	0.0017	0.0066	-0.0005
Si	31.2602	6.7981	16.3239	-0.0037	0.0027	0.004
Si	28.5438	9.5172	16.3225	-0.0013	0.0058	0.0022
Si	31.2662	12.2402	16.3237	-0.0002	-0.0051	0.0006
Si	2.7038	0.006	17.6695	0.0105	0.0003	0.0017
Si	5.4386	2.713	17.6826	-0.005	-0.0003	0.0004
Si	2.7098	5.4333	17.6793	-0.0057	-0.0025	-0.0019
Si	5.4401	8.1551	17.6783	-0.0051	-0.0054	-0.0052
Si	2.7234	10.8766	17.68	0.0046	0.0071	-0.0003
Si	5.4452	13.5974	17.6707	-0.0024	0.0021	0.001
Si	8.1639	-0.0067	17.6938	-0.0009	-0.0064	0.0039
Si	10.8818	2.7173	17.6967	0.001	-0.0004	0.0048
Si	8.1651	5.4391	17.6905	0.0018	0.0095	0.0011
Si	10.8931	8.1575	17.6797	0.0066	0.0068	-0.0033
Si	8.1684	10.8789	17.671	-0.0044	0.0025	0.0013
Si	10.8782	13.5993	17.6743	-0.0049	-0.004	0
Si	13.602	0.0033	17.6772	0.0033	-0.001	-0.0028
Si	16.3308	2.7236	17.6763	0.0065	-0.0038	-0.001
Si	13.6092	5.4368	17.6871	0.0047	0.0083	0.0014
Si	16.319	8.1614	17.6768	-0.0026	-0.0073	-0.0025
Si	13.5989	10.8815	17.6809	0.0042	0.0009	-0.0038
Si	16.3268	13.5981	17.6753	-0.0058	-0.0004	-0.0034
Si	19.0514	0.0038	17.6764	-0.0016	-0.0004	-0.0001
Si	21.776	2.7226	17.6775	0.0039	0.0054	-0.0009
Si	19.0552	5.4385	17.6796	0.0023	-0.0002	0.0025
Si	21.7814	8.148	17.6765	-0.0039	0.0128	-0.0024
Si	19.0466	10.8741	17.6769	-0.0046	-0.0112	0.0024
Si	21.7619	13.6027	17.6777	-0.0021	-0.0094	0.0014
Si	24.4876	0.0062	17.676	0.0039	0.0053	-0.0026
Si	27.1852	2.7296	17.6826	-0.005	-0.0076	-0.0021
Si	24.4815	5.4417	17.6882	0.004	0.0039	0.0009
Si	27.1871	8.1551	17.6848	0.0019	-0.0035	0.0012
Si	24.482	10.8726	17.6906	-0.0044	0.0007	0.0023
Si	27.1898	13.6034	17.6836	0.0008	-0.0039	0.0013
Si	29.9066	0.0058	17.689	0.0014	0.0075	0.0034
Si	-0.0287	2.7191	17.6755	-0.0048	-0.0102	0.0014
Si	29.8928	5.4394	17.68	-0.0057	-0.0126	0.0017
Si	-0.0161	8.1589	17.676	0.0011	0.0011	0.0022
Si	29.9014	10.8811	17.6792	0.0052	0.0014	0.0034
Si	-0.0058	13.5986	17.677	0.0079	0.0155	0.001
Si	1.3254	1.353	19.0281	-0.0042	0.0091	0.0009
Si	4.0728	4.0716	19.0349	-0.0025	-0.0038	0.0027
Si	1.3397	6.7916	19.0285	0.0018	-0.0003	0.004
Si	4.0892	9.5184	19.0386	0.0119	-0.0082	0.003
Si	1.358	12.2359	19.031	0.0163	-0.0156	0.0036
Si	4.0756	-1.3552	19.0087	-0.0105	0.0091	-0.0035
Si	6.7965	1.3537	19.0471	-0.0066	-0.0017	0.0057
Si	9.5202	4.0809	19.058	-0.0015	0.0011	0.0135
Si	6.7963	6.7994	19.0434	-0.007	0.0078	0.003
Si	9.5316	9.523	19.0285	-0.0033	-0.0045	0.0005
Si	6.8116	12.2415	19.0282	-0.0028	-0.0025	0.0068
Si	9.5235	-1.3742	19.0517	0.0079	-0.0099	0.0025
Si	12.2349	1.3442	19.0523	0.0108	-0.0082	0.0046
Si	14.9633	4.067	19.0439	0.0068	0.0062	0.0021
Si	12.25	6.8002	19.0461	0.0064	-0.0137	0.0017
Si	14.9513	9.5159	19.0396	-0.0099	0.0117	-0.0049
Si	12.2232	12.2349	19.0362	0.0016	0.0052	-0.0037
Si	14.964	-1.3574	19.0285	0.0039	-0.0003	0.0028
Si	17.7004	1.3739	19.0338	-0.0124	-0.0017	0.0011
Si	20.4318	4.0886	19.0404	0.001	-0.0094	0.0054
Si	17.6814	6.7976	19.025	-0.0061	0.0144	0.0031
Si	20.4222	9.5096	19.0213	0.0082	-0.0145	-0.0025
Si	17.6803	12.2304	19.0345	0.0059	0.0014	0.0044
Si	20.41	-1.353	19.0405	-0.0066	0.0121	0.005
Si	23.1494	1.3759	19.0393	0.0041	-0.0193	0.0019
Si	25.842	4.0926	19.059	-0.0031	0.0041	0.0039
Si	23.1316	6.7949	19.0619	0.0037	-0.0036	0.0009
Si	25.8393	9.5086	19.0587	0.0039	0.0017	0.0117
Si	23.1219	12.2436	19.0373	-0.008	0.0088	0.007
Si	25.843	-1.3464	19.0455	-0.0013	0.0021	0.0009
Si	28.5413	1.374	19.0425	-0.0026	0.0053	0.0049
Si	31.245	4.0742	19.0349	0.0029	0.0068	-0.001
Si	28.5335	6.7886	19.0511	0.0039	0.0056	0.0048
Si	31.257	9.5146	19.0323	-0.0034	0.006	0.0052
Si	28.5443	12.2413	19.0435	-0.0095	0.0086	0.0024
Si	31.2802	-1.3558	19.036	0.0083	-0.0161	0.004
Si	-0.021	0.0046	20.4193	0.0036	0.0007	0.0092
Si	2.6866	2.7129	20.3695	0.0067	0.0027	0.0007
Si	-0.0413	5.44	20.3804	-0.0038	-0.0012	0.0006
Si	2.7165	8.1459	20.3708	-0.0057	-0.0041	-0.0029
Si	-0.0125	10.8723	20.3766	0.0022	0.0027	0.0078
Si	2.7157	13.6211	20.3686	0.0172	0.0031	0.0072
Si	5.4333	-0.0246	20.3888	-0.0084	-0.0068	0.0053
Si	8.1512	2.7155	20.4123	0.0016	0.0003	0.0082
Si	5.4404	5.4231	20.3964	-0.001	0.0073	-0.0004
Si	8.165	8.176	20.381	0.0098	0.0049	-0.0008
Si	5.4576	10.8892	20.3896	-0.0015	-0.004	0.0051
Si	8.1751	13.5723	20.4132	-0.011	-0.0005	0.0003
Si	10.8714	-0.015	20.4221	-0.0041	0.0011	0.0025
Si	13.5994	2.702	20.4042	0.0006	-0.0072	0
Si	10.8912	5.4458	20.41	0.0026	0.0187	0.0021
Si	13.587	8.173	20.4178	-0.0017	0.0039	-0.0032
Si	10.8697	10.8766	20.4153	0.0011	0.0055	0.0104
Si	13.5789	13.6099	20.3719	0.0019	-0.0031	0.0018
Si	16.3333	0.0077	20.3754	0.0016	0.0083	-0.0016
Si	19.0743	2.7318	20.3909	0.0018	0.0024	-0.0007
Si	16.3196	5.444	20.3885	0.0022	-0.0037	0.0087
Si	19.0697	8.1387	20.3685	-0.0004	0.0092	-0.0019
Si	16.3138	10.8685	20.3938	-0.0043	-0.0062	0.0065
Si	19.0452	13.5923	20.385	-0.0013	-0.0013	0
Si	21.7965	0.0091	20.3824	-0.0039	0.0105	0.0008
Si	24.4897	2.7412	20.4264	0.0026	-0.0027	0.0054
Si	21.7875	5.4286	20.4342	0.0041	-0.002	0.0014
Si	24.499	8.1377	20.4346	0.0037	0.0035	0.0058
Si	21.773	10.8674	20.3894	-0.0026	-0.0069	-0.0016
Si	24.4838	13.6079	20.3926	-0.0083	-0.0065	0.001
Si	27.1888	0.0267	20.4141	-0.0034	-0.0052	0.0038
Si	29.8851	2.732	20.4163	-0.0089	-0.002	-0.0001
Si	27.1931	5.4372	20.4484	0.0006	-0.0074	0.0081
Si	29.8957	8.1514	20.3932	-0.0011	0.0039	0.0024
Si	27.1989	10.8741	20.4151	0.0075	0.0054	0.0054
Si	29.9121	13.6116	20.3831	0.0113	0.013	0.0025
O	26.2662	0.3796	33.9088	-0.0623	0.1977	0.3696
O	27.1855	10.9793	30.1009	0.4491	0.3183	0.2824
O	9.5199	10.4847	30.8759	-0.1736	-0.4245	0.2844
O	2.7347	10.9443	27.6122	0.1201	0.1102	0.2759
O	30.7859	0.9862	28.6198	-0.1781	0.3243	0.4531
O	32.0318	7.1905	28.6242	-0.352	0.0593	0.3074
O	1.3584	8.8896	28.4407	0.2185	-0.132	0.3213
O	12.1301	3.4897	28.4263	0.5326	-0.0885	0.4904
O	31.6003	12.5761	28.4462	-0.2601	-0.0504	0.4112
O	4.4028	12.9763	28.2938	0.391	0.1738	-0.1766
O	5.459	13.805	30.643	-0.1218	-0.2993	0.3786
O	9.0474	12.084	28.8246	-0.4156	-0.2389	0.0206
O	6.0399	4.1498	33.1325	-0.4467	-0.2923	0.387
O	10.5373	12.3733	35.9751	-0.2102	-0.3152	-0.2911
O	11.0416	4.9076	33.3612	0.1343	0.3386	-0.6926
O	14.1079	-0.9593	35.796	-0.1857	0.1738	0.0955
O	5.2599	7.9928	27.5151	0.1976	-0.0945	0.2305
O	4.2392	-1.7401	37.9101	0.238	0.1325	-0.1555
O	12.6895	3.4064	34.689	0.5364	-0.1537	0.3662
O	14.9215	3.2975	37.9677	-0.0526	-0.3374	-0.3841
O	16.2767	2.6239	27.5411	-0.2604	0.0947	0.5578
O	13.6519	5.4855	27.505	-0.0342	0.0091	0.2155
O	15.2293	7.4778	28.267	-0.3893	0.2846	0.3228
O	17.1412	-1.8431	33.1333	-0.401	0.0003	0.0449
O	9.3943	6.7365	28.7746	-0.3028	0.3845	0.3729
O	27.3404	11.6896	35.007	-0.4887	-0.4559	0.1964
O	19.0041	-0.1078	27.6117	0.072	0.0673	0.2785
O	10.8798	13.6662	27.7648	-0.2321	0.0782	0.1898
O	20.9151	1.4145	28.5379	0.6242	0.129	-0.0039
O	17.4878	6.925	29.3245	-0.3832	-0.5188	-0.1667
O	22.8749	4.9144	31.0193	-0.5529	0.1296	-0.022
O	27.878	6.5562	37.8971	-0.2229	-0.2476	-0.2955
O	20.6217	12.8875	28.2931	-0.4481	-0.0081	0.1028
O	22.4582	12.049	29.9258	-0.0282	0.1442	0.4391
O	22.9357	1.6519	35.6233	-0.1855	0.4949	0.1793
O	24.4692	-0.0884	27.7365	-0.2442	-0.0905	0.5424
O	22.6496	3.8437	28.6098	-0.3215	-0.2535	0.1569
O	24.4346	5.4307	27.573	0.1443	0.0764	0.3926
O	25.7465	7.3617	28.6125	-0.1985	0.5984	0.1288
O	19.1161	-0.3845	34.0529	-0.0713	0.302	-0.272
O	0.3501	13.0281	30.5545	-0.1444	-0.4384	0.1269
O	23.29	9.913	28.6107	0.387	0.1301	0.22
O	25.2114	1.6798	36.8186	0.3597	-0.4157	0.4463
O	25.8204	1.1899	31.4097	-0.0264	-0.1657	0.0187
O	26.1948	1.65	28.8029	0.1742	0.0711	0.0806
O	28.1892	9.1157	28.5075	-0.3598	-0.5341	0.1775
O	1.3527	5.5345	33.3985	0.0883	-0.1735	-0.3268
O	1.7695	1.3367	35.5786	0.3249	-0.1681	0.3573
O	8.7082	12.9417	34.0741	-0.5688	-0.2888	-0.2545
O	8.0351	12.7566	36.538	0.2897	-0.0924	0.4171
O	6.1099	6.924	38.0718	0.4045	0.0553	-0.5168
O	8.5867	6.6064	36.4368	0.0081	-0.2176	0.5098
O	1.7285	1.0056	32.9935	-0.4106	0.3363	-0.1536
O	17.3024	12.3539	37.5671	-0.19	0.0116	-0.2012
O	15.6399	2.2165	35.6959	-0.2613	0.1407	-0.1462
O	17.2644	3.3931	31.0836	-0.3682	-0.4719	-0.4128
O	7.7511	5.0839	38.8542	0.1041	0.0019	-0.5921
O	15.9374	7.8758	38.755	0.198	0.1223	-0.4624
O	6.3905	9.2068	33.6895	-0.3196	0.4699	-0.1125
O	7.8728	5.2777	27.4645	0.2068	-0.0727	0.4645
O	17.7204	6.1052	37.9852	0.0354	0.0012	-0.4995
O	20.0275	6.8028	28.7928	0.0786	-0.2787	0.3192
O	26.9142	13.1734	38.881	0.1914	-0.1194	-0.3879
O	12.4672	13.2212	31.6168	0.3601	-0.0976	-0.7349
O	18.2881	12.2127	32.5048	0.559	-0.2595	-0.2558
O	27.2417	13.5881	27.6023	-0.2084	0.1071	0.1707
O	11.9842	11.6352	38.1169	0.1479	-0.4469	0.0397
O	24.1467	10.5266	38.9567	0.0311	-0.0669	-0.6023
O	28.5428	8.9801	37.3305	-0.4672	0.0278	0.4195
O	4.0442	1.6698	28.3919	0.2535	0.3539	-0.0246
O	24.0978	5.4802	33.3086	0.5414	0.3068	0.252
O	1.1185	11.6128	35.0766	0.1107	-0.6404	0.1394
O	4.0047	-1.0522	35.3021	-0.3477	0.2974	0.0772
O	14.2803	9.6599	37.7393	-0.0812	0.4577	-0.1633
O	15.462	4.1635	32.8395	-0.5452	-0.2444	-0.2978
O	21.4127	-1.8836	30.2267	0.3472	0.1553	-0.0737
O	24.6556	3.2189	30.2121	0.2181	0.0601	-0.1517
O	10.2614	-2.9915	38.9712	-0.0091	-0.0587	-0.3965
O	0.8807	12.1003	37.7294	-0.3608	0.0631	-0.1792
O	-0.3455	7.8506	38.8751	0.0175	0.0244	-0.4541
O	18.6372	-0.2829	38.7306	0.1435	0.1216	-0.1987
O	6.0038	12.1315	38.1035	-0.5482	0.0568	-0.0804
O	11.371	1.4736	38.0054	0.2045	0.3769	-0.4376
O	29.5626	5.0343	39.0683	-0.1176	0.0665	-0.131
O	21.3837	2.4586	38.7232	-0.196	-0.0527	-0.1567
O	14.7049	0.5599	27.9794	-0.2014	-0.1358	0.1987
O	26.135	12.931	33.0742	-0.4354	-0.6848	-0.1134
O	0.5496	-2.3071	36.01	0.2909	0.304	-0.0903
O	9.8239	2.1948	28.2071	-0.2936	-0.0341	0.0596
O	13.5003	11.469	33.3638	0.0425	0.1688	0.0454
O	6.5062	9.8562	28.7169	0.0758	0.1085	0.086
O	29.5385	-0.2162	38.8561	0.0582	0.2178	-0.5529
O	11.7673	6.2055	29.5713	0.625	-0.2902	0.1082
O	29.709	10.7309	35.7488	0.4928	0.1353	-0.0469
O	18.6244	7.0729	33.5415	0.1833	0.073	-0.0397
O	7.9009	8.0878	31.824	0.064	0.1383	-0.3189
O	6.9381	-1.5381	28.8453	0.0268	-0.4708	0.2462
O	28.5774	3.9496	28.7923	0.2033	-0.3603	0.2035
O	29.7564	2.1885	36.3996	-0.0015	-0.0617	-0.3987
O	11.6127	6.9567	37.9688	-0.1338	0.0018	-0.1238
O	25.8491	3.9589	37.786	0.0952	0.3859	-0.1318
O	13.1346	-0.3028	38.8349	-0.0613	0.1792	-0.3726
O	18.5843	10.6213	38.9746	-0.1943	-0.2533	0.0046
O	8.8154	0.8725	38.3	0.2608	0.023	0.759
O	19.0183	10.9458	27.5463	0.1576	0.0726	0.5794
O	20.6656	8.738	32.9866	-0.1134	0.367	0.4304
O	8.259	0.1699	27.5743	-0.1697	0.0408	0.43
O	19.0359	5.3387	30.7143	0.0373	0.1043	0.6058
O	31.3931	-1.3853	29.567	-0.0234	0.1431	0.5058
O	0.5715	7.9278	33.1726	0.459	0.0106	0.2929
O	18.6644	5.549	35.6592	0.5754	0.2737	-0.031
O	22.3965	7.8945	35.5405	-0.6319	-0.1226	-0.3375
O	21.7562	8.1863	27.5457	-0.043	-0.1618	0.4145
O	26.8553	8.385	30.6743	-0.2341	0.0384	0.4788
O	13.7233	10.7499	27.6348	0.0387	0.0262	0.5643
O	29.0387	-0.9917	28.4439	-0.0746	-0.1683	0.3929
O	31.9782	12.5747	33.4037	-0.1703	-0.1839	-0.0097
O	22.1227	11.8656	38.1925	0.054	0.3288	-0.0551
O	17.3205	3.7219	36.973	-0.0757	-0.1666	-0.0719
O	8.9134	4.4244	34.9163	-0.0665	-0.2413	0.3713
O	0.9604	-2.0188	28.3328	0.0481	-0.0666	0.366
O	2.3536	-0.2886	38.9343	0.0744	0.0552	-0.4497
O	14.8751	-1.3966	29.7072	-0.2134	-0.0177	0.3717
O	10.9632	8.5799	30.1001	-0.5194	-0.1522	-0.2296
O	29.1697	9.5655	30.9271	0.4992	0.3512	-0.2841
O	30.8563	9.8711	37.9942	0.3876	0.3446	-0.486
O	9.2583	8.6467	38.0483	0.5656	-0.4342	-0.0654
O	21.1229	-1.3966	32.7341	0.4674	-0.5896	0.0186
O	14.7397	-2.2228	37.9832	0.6133	-0.4541	-0.1854
O	1.401	6.103	38.0798	-0.1804	-0.2012	-0.4556
O	10.8336	11.8625	33.0985	-0.2132	-0.3726	0.3027
O	8.1041	-1.5339	38.3853	-0.0865	-0.192	-0.1088
O	11.8546	5.7412	35.6978	-0.4077	-0.2025	0.2189
O	7.7215	10.4919	39.0263	-0.2103	0.1156	-0.5275
O	22.3749	10.5121	35.8533	-0.1041	0.0943	-0.0904
O	20.5656	9.8548	37.6339	0.2882	-0.3961	-0.5877
O	2.6307	-0.1874	27.4507	0.029	0.0488	0.401
O	20.6531	12.4019	36.2671	-0.424	-0.0243	-0.2656
O	30.5031	4.6969	36.2472	0.0803	0.1031	0.1412
O	14.7942	9.9198	35.136	0.4367	0.0853	0.2339
O	8.8618	6.7743	33.8314	0.3135	0.0088	0.0914
O	13.6206	5.736	33.8157	-0.1248	0.295	-0.106
O	15.6166	13.1006	35.7209	-0.1444	-0.1793	-0.5516
O	13.2161	7.9661	36.0634	0.3337	-0.434	-0.5137
O	4.9177	2.464	38.9805	-0.0145	-0.136	-0.3003
O	2.4609	10.4879	38.9288	0.2128	0.1623	-0.4312
O	4.0702	5.0716	29.9916	-0.0976	0.2798	0.599
O	31.593	6.0086	32.2121	0.4794	-0.0224	-0.606
O	23.1116	0.554	37.9725	0.0687	-0.3455	-0.2278
O	1.8628	4.2763	28.6652	0.0996	-0.3703	0.3974
O	19.6919	4.3262	37.8466	0.3866	0.0312	-0.2497
O	19.6619	2.8297	30.3285	-0.0637	0.064	0.2599
O	7.5456	-0.1496	36.1487	-0.458	-0.0519	-0.4974
O	25.0891	-1.6817	37.8839	0.1432	0.3913	-0.1357
O	4.3596	8.8792	38.228	0.3072	0.1001	-0.2354
O	29.5557	-0.0181	30.8069	-0.3077	0.7331	0.1625
O	31.214	-1.8349	37.7013	-0.015	-0.1485	-0.0816
O	27.8462	1.6646	38.1331	-0.6226	0.1187	0.0295
O	23.0891	9.4592	33.5317	0.2324	0.5512	-0.3206
O	29.3221	7.3909	32.3549	-0.2271	-0.078	0.1323
O	10.5378	-1.8982	32.9363	-0.2317	0.5393	0.1478
O	8.5664	0.1652	33.7135	0.3311	0.0496	-0.2748
O	25.2569	13.2542	35.5937	-0.3671	-0.555	0.1371
O	9.638	-1.4878	35.6263	0.6348	0.211	-0.1476
O	24.5364	6.8238	36.595	0.2355	-0.5229	-0.1016
O	26.8629	7.7336	35.8026	0.0858	-0.1521	-0.7892
O	16.7351	1.3642	37.9414	0.0199	-0.2784	-0.209
O	27.2095	5.807	30.0727	-0.0297	0.1423	0.0356
O	2.9476	13.0217	36.2975	0.036	-0.5091	0.0745
O	13.2174	5.091	38.8392	-0.16	-0.1435	-0.4176
O	22.6125	7.2747	32.0681	-0.2586	-0.1457	-0.0802
O	5.7894	3.8463	28.3308	-0.0171	-0.1757	0.1464
O	2.1133	5.0137	35.8445	-0.5014	-0.1631	0.0589
O	29.4466	7.0439	35.7782	0.1477	0.1695	-0.095
O	10.612	8.1233	35.8862	0.0217	0.2424	-0.7693
O	11.8086	-0.4053	31.3413	-0.5902	-0.048	-0.3725
O	0.7748	10.4557	32.6685	0.5369	0.0454	-0.3015
O	29.6576	5.2704	33.8166	-0.3525	-0.4095	0.0759
O	29.4369	12.3123	33.6786	-0.3094	-0.0351	-0.2738
O	16.0416	11.0391	33.0744	-0.3524	0.4762	-0.3391
O	25.1226	-1.1707	32.1351	-0.6322	-0.2437	-0.2252
O	28.7395	11.4792	38.0591	0.2301	0.2669	-0.3453
O	5.5401	8.3829	35.9795	-0.0962	-0.3523	-0.5301
O	24.0056	5.155	39.0091	-0.2237	-0.0789	-0.1785
O	21.3014	0.9546	33.832	-0.2387	0.3404	0.0273
O	18.0211	4.4517	33.3718	0.5776	-0.105	-0.1752
O	8.6457	3.887	32.4143	0.1316	0.0237	-0.5721
O	16.829	-0.0168	35.0666	-0.1322	0.03	0.5947
O	30.7478	-2.1058	35.0775	-0.6199	0.0675	0.1564
O	3.2999	4.2983	38.0753	-0.215	-0.2488	-0.4975
O	32.2294	2.6614	35.9174	0.1863	0.3135	-0.4083
O	24.8953	3.8462	35.242	0.0406	-0.1852	-0.0311
O	5.285	0.0806	30.0508	-0.1351	-0.034	-0.2256
O	12.2871	0.7679	34.7967	-0.4921	0.0048	0.5742
O	16.6913	13.3756	30.7287	-0.391	-0.5263	0.1132
O	7.0481	1.8374	32.2546	0.152	0.025	0.003
O	16.899	2.0297	33.349	0.2221	-0.4609	-0.3757
O	15.8892	8.6915	30.5316	0.0255	0.5559	0.4145
O	0.1736	8.6574	30.7142	-0.0333	0.3617	-0.0386
O	18.2555	9.6359	33.1198	-0.0621	-0.0454	0.0682
O	30.2949	-1.9397	32.4419	0.4681	0.0895	-0.1772
O	22.2673	9.6795	31.0548	-0.458	-0.0566	-0.0202
O	22.6968	5.2599	35.57	-0.3776	-0.3567	0.1828
O	6.6883	4.1488	30.7008	0.3748	0.4709	-0.0947
O	0.0181	2.6647	27.7422	-0.0478	0.0188	0.4652
O	12.624	1.9029	32.4855	0.6415	0.4357	-0.2068
O	20.3691	0.391	30.928	-0.1303	0.1798	0.1496
O	13.6611	0.9279	30.2633	0.4347	0.3225	0.2341
O	3.2589	6.2792	27.8418	0.1009	-0.1942	-0.1312
O	22.2387	6.6572	37.8631	-0.4405	0.4208	-0.001
O	6.2602	0.4405	38.247	-0.5267	-0.0615	-0.5618
O	25.8188	13.2068	30.5062	-0.3247	0.3056	-0.2649
O	27.4444	-1.9037	34.7557	0.1427	-0.0843	0.0458
O	13.049	13.038	36.1857	-0.2069	0.0195	-0.1566
O	17.1321	-1.7927	28.3709	-0.0862	0.1794	0.1815
O	23.8375	0.9675	33.1492	-0.007	-0.1367	-0.0847
O	27.2114	3.2493	30.7822	-0.0225	-0.2619	0.7015
O	31.3039	3.2706	38.2589	0.2602	-0.435	-0.1629
O	3.7498	6.6762	36.9693	-0.1336	0.0407	-0.1928
O	17.6761	11.4981	35.0282	0.0033	-0.3528	0.0857
O	18.9938	-1.8624	31.2411	-0.0114	-0.0307	-0.2625
O	30.1177	5.6155	27.6902	-0.2085	-0.0698	0.1092
O	3.9981	5.5056	34.0743	0.038	0.3737	-0.0117
O	32.0817	0.0246	35.9893	-0.0829	0.1719	-0.4594
O	10.0071	4.2899	29.7559	-0.5057	-0.1384	0.253
O	22.1926	2.3268	30.6603	0.2426	-0.3163	0.2486
O	22.9031	-2.5882	36.6784	-0.0088	-0.1818	-0.0607
O	15.3897	12.5725	28.5722	-0.0952	-0.085	0.2665
O	31.8269	6.3918	34.7792	0.4181	0.379	0.4989
O	0.6359	1.3397	37.933	0.0407	0.1467	0.0686
O	20.5937	-1.8453	37.8709	0.0332	0.2331	-0.0247
O	4.6573	11.2581	30.1871	-0.4821	-0.1276	0.3827
O	5.71	6.8462	32.6359	-0.4186	-0.1733	-0.2821
O	6.0453	-0.2228	33.6882	0.0251	-0.1787	0.2665
O	12.5794	-0.8297	28.5555	-0.04	-0.0559	0.2034
O	24.2593	-0.564	35.7976	0.2455	0.2499	-0.7928
O	6.5976	5.8682	34.9125	-0.0602	0.3544	0.3918
O	1.4011	-1.2039	31.5649	-0.3871	0.1928	0.0888
O	27.2838	2.9152	35.8835	0.3604	0.4975	-0.6481
O	3.6972	-0.7058	32.6807	0.146	-0.5935	-0.2893
O	24.6704	9.2459	35.6088	0.5073	0.3974	-0.2368
O	1.7306	6.6383	29.8749	-0.1157	-0.1578	0.2997
O	7.1571	11.3702	30.639	0.0221	0.42	0.3067
O	12.1022	10.4821	31.409	0.6903	0.0052	-0.1957
O	5.6739	9.1112	31.1574	-0.3015	-0.2703	-0.0576
O	24.6311	10.8201	30.6307	0.2715	-0.3638	0.5728
O	25.76	8.7255	37.9714	0.1521	-0.1648	-0.1414
O	28.6611	9.7706	33.5338	-0.5348	-0.3479	-0.0425
O	22.9958	14.0781	28.2809	0.2542	-0.3599	0.1736
O	4.6976	2.6364	30.5776	0.003	0.0485	0.4781
O	28.0089	0.349	35.8763	0.1084	-0.2034	0.1661
O	24.9356	6.6141	31.0726	-0.1745	0.0968	0.0233
O	31.0866	9.3474	32.6342	0.017	0.3998	0.3616
O	29.8944	10.886	27.5882	0.2188	-0.0766	0.2553
O	28.772	-0.0473	33.3724	0.3396	0.5709	0.0771
O	9.7266	1.2051	35.9444	0.3314	0.4264	-0.2494
O	21.1337	-1.3423	35.3573	0.2026	-0.1057	-0.108
O	14.3899	9.053	32.7184	-0.511	-0.3537	0.293
O	6.2836	10.9023	35.7337	-0.3649	0.105	-0.27
O	9.0477	12.9645	31.3751	0.0274	0.5028	-0.1132
O	2.4945	3.3335	33.8937	0.1457	0.004	-0.5492
O	18.0435	-2.2846	35.6071	0.3872	0.0524	0.2484
O	12.513	8.4263	28.1697	-0.0857	-0.1047	0.1555
O	4.0283	1.3194	34.2803	0.2626	0.6003	0.3162
O	10.3505	8.6452	32.5902	0.351	0.0051	0.4476
O	9.4805	3.2994	37.8408	-0.0199	0.172	-0.4071
O	29.3287	4.9135	31.223	0.4706	-0.3251	0.1154
O	10.4194	2.4647	33.78	-0.1451	-0.3246	-0.0651
O	19.0886	7.9576	31.1023	0.1216	0.4572	-0.3048
O	27.709	-1.7218	31.6827	0.0129	-0.1437	-0.3102
O	8.1195	9.0801	35.6946	0.2441	0.1162	-0.2067
O	25.4188	11.8412	28.3392	-0.7183	-0.2321	0.1786
O	11.1922	1.9779	30.3629	-0.4902	0.0908	0.4052
O	16.2964	6.0857	34.4184	-0.3046	0.4273	0.3283
O	2.8367	0.767	30.617	-0.5709	0.3335	-0.0792
O	13.0859	-1.3715	33.4402	0.0753	-0.4992	-0.128
O	15.3059	6.6789	32.067	0.4227	-0.1016	-0.3316
O	14.6921	0.6653	33.8063	-0.0106	0.0815	-0.6925
O	12.4184	10.4676	35.9479	-0.2195	0.0076	-0.2543
O	22.7358	3.3049	33.7325	-0.4125	0.1632	-0.4028
O	13.4405	7.8424	30.6269	-0.0719	-0.191	0.2147
O	7.3088	-0.6914	31.4467	0.5774	-0.2832	-0.0697
O	17.1444	9.3515	28.3847	-0.3328	0.4266	0.2267
O	9.7603	6.3396	31.3696	0.2499	-0.3178	0.134
O	2.9465	13.2461	30.4624	-0.1451	0.0181	-0.1607
O	5.5447	13.3804	35.9265	0.2853	0.1541	-0.3023
O	18.0836	4.1155	28.6309	0.0157	0.1032	0.053
O	1.8317	12.7988	32.7871	0.567	-0.0822	0.3784

Results
total energy: -218739.216 eV
total energy less fixed offsets of O -438.35, Si -107.03 eV per atom: -20.496 eV
